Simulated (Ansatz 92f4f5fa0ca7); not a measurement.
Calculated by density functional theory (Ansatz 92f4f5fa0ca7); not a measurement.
Periodic cell of 224 atoms, Si132O90B1H1, from a study of silicon, its oxide and their interface. The atomic structure is a simulated model.
Doubt: the cutoff is far below the 930 eV that the study's wrapper takes by default for these files, so forces and energies are approximate.

Settings: functional PBE; potential files Ansatz PAW; basis plane waves; wave-function cutoff 580 eV; density cutoff ratio 5; exchange-correlation grid ratio 1; k mesh 1 x 1 x 1, Gamma-centred; self-consistency stop 5e-08 eV per atom in the density residual; occupations fixed; spin none; net charge 0.

Cell vectors (angstrom)
a 10.938 0 0
b 0 10.938 0
c 0 0 33.1643

Atoms and the computed forces on them: element, x, y, z (angstrom), force x, y, z (eV/angstrom)
Si 0.4622 -0.3491 25.7961 0.0008 -0.0011 -0.0025
Si 5.3398 0.3278 25.6314 0.0002 -0.0003 0.0009
Si 2.956 2.4207 25.6235 0.0003 -0.0008 -0.0023
Si 7.975 3.0289 25.9259 -0.0006 0 0.0006
Si -0.2756 5.6373 25.6218 0.0002 -0.0001 0.0008
Si 5.878 5.3186 25.725 0.0005 -0.0003 -0.0021
Si 2.6512 8.3201 25.5454 -0.0002 -0.0001 0.0002
Si 8.5803 8.0256 25.6551 0.0003 -0.001 -0.0019
Si 1.5094 1.2964 27.097 -0.0002 0.0006 0.0006
Si 6.7998 1.4096 27.1204 -0.0011 0.0009 -0.0005
Si 4.1263 4.1229 26.8636 -0.0006 0.0006 0.0014
Si 9.605 4.1604 27.1269 -0.0005 0.0011 -0.0006
Si 1.4038 6.7903 26.8895 -0.0002 0.0001 -0.0002
Si 6.9851 6.8826 27.0431 -0.0008 0.0006 0.0006
Si 4.2007 9.5514 26.8817 -0.0006 0 -0.0005
Si 9.6995 9.5383 27.0478 -0.0001 0.0003 0.0009
Si 2.8424 -0.0904 28.4048 0.0009 -0.0002 0.0001
Si 8.2337 -0.022 28.3632 -0.0002 0.0001 0.0002
Si 0.0476 2.6948 28.3764 0.0001 0.0003 0.0005
Si 5.4113 2.7839 28.3995 0.0007 -0.0004 -0.001
Si 2.7512 5.4425 28.3077 0 0.0003 -0.0008
Si 8.2294 5.4867 28.4612 0.0007 -0.0008 -0.0003
Si 0.0695 8.1335 28.3868 0.0002 -0.0004 -0.0001
Si 5.507 8.1982 28.3399 -0.0001 0.0003 -0.0002
Si 4.1018 1.3673 29.7461 0.0726 -0.0346 0.2745
Si 9.5708 1.3673 29.7461 0.06 -0.0664 -0.1
Si 1.3673 4.1018 29.7461 0.2106 -0.0208 -0.207
Si 6.8362 4.1018 29.7461 -0.2131 0.0753 0.2343
Si 4.1018 6.8362 29.7461 0.0118 -0.0494 -0.4886
Si 9.5708 6.8362 29.7461 0.384 0.1366 0.5389
Si 1.3673 9.5708 29.7461 0.2733 -0.3032 0.0743
Si 6.8362 9.5708 29.7461 0.0872 -0.0226 -0.1308
Si 0 0 31.1133 -0.0019 0.0267 -0.0367
Si 5.469 0 31.1133 0.0659 0.1804 -0.0066
Si 2.7345 2.7345 31.1133 -0.0462 -0.0673 -0.0077
Si 8.2035 2.7345 31.1133 -0.0505 0.0187 -0.0262
Si 0 5.469 31.1133 -0.0687 0.0943 0.003
Si 5.469 5.469 31.1133 0.0659 -0.019 0.0029
Si 2.7345 8.2035 31.1133 -0.085 0.0751 0.0164
Si 8.2035 8.2035 31.1133 0.0779 0.0477 -0.0067
Si 1.3673 1.3673 32.4806 -0.006 0.0302 -0.004
Si 6.8362 1.3673 32.4806 0.0296 -0.0844 -0.008
Si 4.1018 4.1018 32.4806 0.003 0.0006 -0.0176
Si 9.5708 4.1018 32.4806 0.0628 -0.026 -0.0339
Si 1.3673 6.8362 32.4806 0.0598 -0.0831 -0.0147
Si 6.8362 6.8362 32.4806 -0.018 0.0132 -0.0085
Si 4.1018 9.5708 32.4806 0.043 -0.0619 -0.037
Si 9.5708 9.5708 32.4806 -0.0338 -0.0142 -0.011
Si 2.7345 0 0.6835 -0.0152 0.0083 0.0064
Si 8.2035 0 0.6835 0.0117 0.0739 0.0494
Si 0 2.7345 0.6835 -0.0965 0.0255 0.0105
Si 5.469 2.7345 0.6835 0.0182 0.0141 0.0133
Si 2.7345 5.469 0.6835 -0.0321 0.0265 0.0401
Si 8.2035 5.469 0.6835 -0.0016 -0.0129 0.0087
Si 0 8.2035 0.6835 -0.0037 0.0013 0.0082
Si 5.469 8.2035 0.6835 -0.0299 0.0849 0.0044
Si 4.1018 1.3673 2.0507 -0.0189 -0.0312 0.0401
Si 9.5708 1.3673 2.0507 0.0869 -0.0188 -0.0166
Si 1.3673 4.1018 2.0507 -0.0503 -0.1258 -0.0188
Si 6.8362 4.1018 2.0507 0.0059 0.0028 0.0392
Si 4.1018 6.8362 2.0507 0.0852 -0.0319 -0.0194
Si 9.5708 6.8362 2.0507 -0.0216 0.0039 0.0321
Si 1.3673 9.5708 2.0507 -0.0042 0.0157 0.0393
Si 6.8362 9.5708 2.0507 -0.0666 -0.1699 -0.0287
Si 0 0 3.418 0.0431 0.352 -0.3488
Si 5.469 0 3.418 -0.2313 -0.1701 0.1433
Si 2.7345 2.7345 3.418 -0.3121 -0.0242 -0.0073
Si 8.2035 2.7345 3.418 0.0491 0.0748 0.1373
Si 0 5.469 3.418 0.0178 -0.0802 0.17
Si 5.469 5.469 3.418 -0.0796 0.2415 -0.2068
Si 2.7345 8.2035 3.418 0.0689 0.0374 0.2419
Si 8.2035 8.2035 3.418 -0.3812 -0.1495 -0.3458
Si 1.335 1.3687 4.8129 0 0.0008 -0.0003
Si 6.7923 1.3887 4.7691 -0.0001 0.0004 0.0001
Si 4.0351 4.17 4.7441 -0.0003 0.001 0.0007
Si 9.5602 4.1123 4.8191 -0.0004 0.0002 -0.0002
Si 1.3567 6.8443 4.8004 0.0004 -0.0001 0
Si 6.8077 6.8432 4.7943 -0.0015 -0.0002 -0.0003
Si 4.0745 9.5758 4.8501 -0.0005 0 -0.0002
Si 9.5037 9.6289 4.6867 0 -0.0002 -0.0007
Si 2.619 -0.06 6.2374 0.0002 -0.0006 -0.0009
Si 8.1429 -0.0074 6.0999 -0.0006 -0.0003 0.0003
Si -0.0402 2.7404 6.2244 0.0005 -0.0004 0.0008
Si 5.3288 2.7259 6.0427 -0.0003 0.0002 -0.0013
Si 2.7155 5.4994 6.2323 0.0007 -0.0009 -0.0005
Si 8.1194 5.4223 6.1743 0.0008 -0.0002 -0.0005
Si -0.1392 8.2228 5.9931 0.0006 -0.0006 -0.0013
Si 5.4445 8.1901 6.2328 0.0005 -0.0006 0.0009
Si 3.7698 1.62 7.4163 -0.0008 0.0023 0.0014
Si 9.6753 1.1142 7.4603 -0.0002 0.0015 0.0007
Si 1.5811 3.8879 7.5384 -0.0003 0.0002 -0.0014
Si 6.4984 4.1986 7.4158 -0.0015 0.0007 0
Si 4.3738 6.5543 7.5938 0.0003 -0.0003 -0.0027
Si 9.2514 7.1164 7.3531 -0.0013 -0.0002 0.0029
Si 0.8814 9.7312 7.4408 0.0005 0.0007 0.0029
Si 7.0612 9.3718 7.4995 -0.0013 0.0003 0.0002
O 9.6029 6.822 25.1181 -0.0003 0.0001 -0.0001
O 4.1426 1.3654 25.1022 -0.0004 0.0001 -0.0001
O 8.1811 8.2342 7.9683 0.0011 -0.0004 -0.0012
O 2.6973 2.7492 7.9983 0 -0.0018 0.0005
O 6.9187 4.1157 25.2434 0.0003 -0.0001 -0.0002
O 1.5169 9.4728 25.1447 -0.0001 0.0003 0.0004
O 5.4762 5.3783 7.9311 0.0014 -0.0006 0.0018
O -0.1278 0.01 7.9114 0.0003 -0.0007 -0.0013
O 6.9365 3.3633 8.7732 0.0004 -0.0003 -0.0005
O 6.5236 10.1248 8.8774 0.0002 -0.0001 -0.0006
O 10.1324 6.5408 8.614 -0.0006 0.0005 -0.0015
O 1.0971 8.8294 8.8031 -0.0003 0.0002 -0.0016
O 4.5962 1.0467 8.7071 -0.0001 0 -0.0008
O 1.0113 4.6013 8.9317 -0.0005 0.0003 -0.0001
O 8.9029 1.5399 8.8629 -0.0001 0 -0.0006
O 3.9439 7.026 9.1132 -0.0007 0.0005 0.0004
O 8.0579 8.8724 24.3316 0.0001 -0.0002 0.001
O 8.7709 2.2807 24.7218 -0.0001 0 -0.0005
O 5.5558 6.2612 24.3976 0.0003 -0.0002 0.0011
O 2.0089 2.8388 24.3262 0.0004 -0.0003 0.0013
O 10.7847 0.414 24.4945 0.0006 -0.0007 0.0013
O 0.1763 4.778 24.2783 -0.0001 -0.0002 -0.0002
O 7.1718 11.8332 20.501 -0.0001 0 -0.0002
O 6.234 10.8026 24.3169 -0.0001 0 -0.0001
Si 9.698 1.3657 23.7782 -0.0008 0.0011 -0.0011
Si 4.7134 6.3652 20.4117 -0.0004 -0.0001 0.0002
Si 1.0164 8.8706 10.4308 0.0003 -0.0001 0.0013
Si 17.2554 5.2472 15.9096 -0.0001 -0.0001 -0.0003
Si 7.1508 2.1703 19.4622 -0.0005 -0.0002 0.0003
Si 19.2318 14.3021 12.6149 -0.0002 0.0001 0.0005
Si 10.9114 4.9506 16.7866 0.0001 0.0006 0.0006
Si 9.1081 -0.7217 16.4042 0.0006 0 0.0004
Si 15.2851 10.4404 19.0049 0.0001 0.0005 0.0007
Si 12.4864 2.9561 18.3066 -0.0002 0.0005 0.0004
Si 8.3248 2.9244 9.5016 0.0004 0.0002 0.0003
Si 2.898 7.8887 18.4168 0.0001 -0.0009 0.0003
Si 11.4089 1.0273 16.2816 -0.0007 0.0004 0.0003
Si 0.3371 13.5994 13.5562 -0.0007 -0.0006 -0.0002
Si 4.114 2.4104 20.0033 -0.0003 0.0002 0.0003
Si 6.0508 2.4168 14.4325 0 -0.0009 0.0004
B 6.7809 6.0322 18.5679 -0.0004 -0.0003 0.0002
Si 5.1864 10.758 9.5807 0.0006 -0.0008 0.001
Si 15.2393 6.5623 23.4065 -0.0006 0.0003 -0.0009
Si 17.8247 10.2115 20.5515 -0.0002 0.0001 -0.0003
Si 3.102 4.3032 21.8752 -0.0005 0.0001 -0.0005
Si 11.368 9.5337 14.7909 -0.0031 -0.0025 -0.0002
Si 6.4368 11.5421 16.9274 -0.0002 0.0003 0.0001
Si 5.2248 8.2891 13.1099 -0.0001 0 0.0002
Si 10.5003 5.1853 9.4232 0.0004 -0.0009 0.0006
Si 3.6582 6.9244 15.4474 -0.0007 0.0005 -0.0006
Si 7.499 10.1611 23.4947 -0.0004 0.0002 -0.0013
Si -2.2841 8.3205 18.7507 -0.0001 0.0005 -0.0002
Si -0.4375 6.7619 12.0483 -0.0002 -0.0003 0.0003
Si 1.5448 10.9683 12.3178 0 0.0002 0
Si 10.9549 6.6721 19.0167 -0.0002 -0.0006 -0.001
Si 3.8146 8.1085 10.3169 0.0001 0.0003 0.0009
Si 0.8113 3.5277 23.4292 -0.0002 0.0007 -0.0016
Si 9.8686 3.7977 19.0834 0 0.0002 0.0001
Si 4.7776 11.2774 12.5415 -0.0007 -0.0003 0.0001
Si 7.7625 6.2843 13.5124 -0.0003 0.0001 -0.0007
Si 1.2733 5.3458 14.1235 -0.0003 0.0002 0.0002
O 9.9347 7.786 19.6107 -0.0005 0.0005 -0.0001
O 5.0269 1.767 13.3185 0.0001 0.0002 0.0003
O 11.1688 2.8101 19.3029 -0.0006 0.0001 -0.0002
O 7.2342 12.5443 17.9384 -0.0002 0.0003 -0.0001
O 4.0663 7.9458 14.2285 0.0001 -0.0003 0.0001
O 3.851 0.8221 19.8119 -0.0002 -0.0001 -0.0002
O 2.3202 8.0366 10.9439 -0.0005 0.0003 -0.0007
O -1.2427 4.0467 17.4412 -0.0006 -0.0001 0.0005
O 7.6462 4.8798 12.6496 -0.0001 0 0
O 9.2886 -2.013 17.3767 -0.0009 0.0009 -0.0007
O 5.8095 14.8344 15.1111 -0.0002 -0.0002 0
O 5.422 9.9234 13.2393 -0.0002 -0.0001 -0.0002
O 10.6876 8.1256 11.1561 -0.0002 0.0002 -0.0007
O 17.5735 5.1149 17.5295 -0.0004 0.0002 -0.0006
O 1.2152 10.6229 15.7368 0.0002 -0.0009 0.0005
O 5.8664 12.3472 15.6715 -0.0004 0.0011 -0.0009
O 1.5508 7.2496 19.1349 0 0.0002 -0.0005
O 19.3895 3.1916 19.6793 -0.0001 0.0003 -0.0004
O 7.6246 18.0447 18.394 -0.0002 0.0001 -0.0003
O 12.4574 1.6429 17.3523 -0.0004 -0.0005 -0.0003
O 3.1602 11.0961 12.4253 0.0001 -0.0002 0
O 3.2977 7.6461 24.1452 0.0002 -0.0001 0
O 18.9288 9.5284 19.5836 -0.0006 0.0001 -0.0002
O 9.3968 4.0626 9.0809 -0.0002 -0.0002 -0.0002
O 11.9209 9.7847 13.296 -0.0009 -0.0017 0.003
O 3.8015 2.8514 21.5581 -0.0001 0.0002 -0.0001
O 4.8338 7.0517 21.9185 -0.0001 0 -0.0001
O 1.1035 10.4533 10.8356 -0.0001 -0.0005 -0.0002
O 5.0591 6.2573 15.8992 0.0001 -0.0001 0.0002
O 18.4509 10.4808 16.3283 -0.0003 0.0001 -0.0001
O -2.8313 2.7776 11.1023 -0.0002 -0.0002 -0.0012
O 6.6008 7.4195 13.3102 -0.0001 -0.0001 0.0001
O 5.6629 2.8538 19.6583 -0.0001 0 -0.0003
O 10.9588 5.1335 15.1894 -0.0001 0 -0.0005
O 16.0985 10.8165 17.6327 -0.0004 -0.0001 -0.0001
O 9.9682 11.5155 16.9506 -0.0008 -0.0008 -0.0002
O 0.167 2.0991 15.0846 -0.0001 0.0003 -0.0005
O 3.5899 5.0889 23.2268 -0.0002 -0.0001 0.0003
O 13.9615 -3.3496 16.8146 -0.0006 0.0002 -0.0001
O 11.6854 8.0128 15.232 0.0151 0.013 -0.0231
O 5.4856 11.3583 11.0639 -0.0003 -0.0001 -0.0001
O 4.058 -1.3544 9.6564 -0.0005 -0.0001 -0.0005
O 8.6504 11.2643 23.0778 0.0004 0.0003 0.0004
O 4.813 7.8683 11.5775 -0.0002 -0.0001 -0.0008
O 10.6067 2.4466 22.9329 -0.0003 -0.0005 0.0005
O 3.5492 5.2303 20.6059 -0.0002 0 0.0003
O 7.629 5.8542 15.1062 -0.0004 0 0.0002
O -0.5426 5.5002 11.0089 -0.0001 0.0001 -0.0002
O 9.7457 9.8378 14.9385 0.0011 0.0003 0
O 0.8245 12.3939 12.5857 -0.0001 0.0001 0.0006
O 6.969 9.6296 22.0585 0 -0.0001 0.0003
O 1.4704 3.8417 13.4974 -0.0001 0.0002 0
O 4.182 7.3 19.2082 -0.0007 0.0006 -0.0006
O 2.6467 5.7891 14.8602 0.0001 0 0.0005
O 9.8673 14.2258 13.0231 0.0003 -0.0002 0.0002
O 3.0475 9.5101 18.6649 -0.0002 0.0001 -0.0004
O 9.1874 6.9264 13.0217 -0.0001 -0.0002 -0.0001
O 17.0833 5.847 19.7967 -0.0002 0.0002 -0.0005
O 0.8516 6.4081 12.9756 -0.0004 0.0003 -0.0001
O 10.7565 6.4754 17.3867 -0.0011 -0.0011 0.0007
O 16.3586 9.7423 20.0148 -0.0002 0.0001 -0.0003
O 1.4924 4.0994 22.0504 0 -0.0001 0.0006
O 10.4202 5.2525 19.6959 -0.0003 -0.0001 -0.0006
O 23.2463 4.3076 17.3795 -0.0002 -0.0001 -0.0002
O 13.934 3.0962 19.0154 -0.0003 -0.0001 -0.0001
O 7.5145 2.4299 13.7076 -0.0007 0 0.0004
H 11.2357 7.6688 16.0328 -0.0142 -0.008 0.0204

Results
free energy: -135271.480 eV
free energy less fixed offsets of B -154.04, H -15.97, O -568.88, Si -635.61 eV per atom: -1.750 eV

The program warned: the cutoff lies below the one the program advises for these potential files; the forces do not sum to zero within the program's tolerance; the exchange-correlation potential is rough where the density is thin.
